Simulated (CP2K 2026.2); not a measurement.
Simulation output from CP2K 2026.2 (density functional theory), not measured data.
Periodic cell of 1152 atoms, Si864O288, from a study of silicon, its oxide and their interface. The atomic structure is a simulated model.
Doubt: the forces sum to 1.95 eV/angstrom along one axis rather than to zero, so they err by at least 0.0017 eV/angstrom per atom on average; the grid cutoff is modest.

Settings: functional PBE; method Gaussian and plane waves; basis set DZVP-MOLOPT-SR-GTH; pseudopotentials GTH-PBE; grid cutoff 350 Ry, relative cutoff 50 Ry; k points Gamma only; occupations fixed; spin none; net charge 0.

Cell vectors (angstrom)
a	32.64	0	0
b	0	16.32	0
c	-2.4227	-2.4323	38.5343

Atoms and the computed forces on them: element, x, y, z (angstrom), force x, y, z (eV/angstrom)
Si	1.6275	14.4852	0.0583	-0.0686	0.2965	0.7213
Si	3.7962	1.7731	0.346	-0.2375	-0.149	0.6761
Si	1.5444	3.86	0.0121	-0.0852	0.1534	0.73
Si	4.4053	6.4515	0.0702	-0.1136	0.1788	0.7781
Si	1.1323	9.817	0.0486	0.2992	-0.1973	0.7251
Si	4.0579	12.5258	0.2433	-0.0598	-0.197	0.6041
Si	6.9475	14.7551	0.1639	-0.0893	0.2364	0.7829
Si	9.7624	1.1015	0.1546	-0.1271	0.1374	0.8546
Si	6.5728	4.2357	0.2432	0.1105	-0.0892	0.7188
Si	9.4741	6.8279	0.3736	0.0129	0.028	0.4406
Si	7.2587	9.0561	0.049	-0.1174	0.0558	0.724
Si	9.1633	12.5093	0.0236	0.2358	-0.2027	0.7595
Si	11.9527	15.1753	0.0836	0.2074	-0.0819	0.7133
Si	15.1859	1.3612	0.332	-0.2423	-0.0543	0.6984
Si	9.2037	2.1067	38.478	0.245	-0.0058	0.7063
Si	13.0607	3.8979	38.516	-0.2786	0.2369	0.7959
Si	9.9605	7.0462	38.4714	-0.0848	0.0329	0.7517
Si	15.2097	12.1595	0.0254	-0.1444	0.0291	0.7436
Si	17.2299	15.3358	0.1499	0.3179	-0.1111	0.775
Si	17.3646	-0.6098	38.4613	0.2247	-0.1493	0.7154
Si	17.6814	4.0709	0.4829	0.063	-0.0053	0.5206
Si	20.6573	6.4404	0.0003	-0.0934	0.1769	0.76
Si	15.0327	7.4891	38.5075	0.0314	-0.1538	0.7358
Si	17.9739	9.9601	38.4983	-0.1824	-0.0239	0.744
Si	23.311	14.5706	0.0643	-0.0082	0.1476	0.7204
Si	23.6236	-1.644	38.4202	-0.2352	0.4986	0.6117
Si	20.4921	1.8086	38.4372	0.1423	-0.2205	0.7194
Si	25.7064	6.9748	0.0618	0.1472	-0.1951	0.7228
Si	20.9924	6.7278	38.5129	-0.2809	0.2503	0.7658
Si	25.5011	12.3203	0.0051	0.2474	0.0189	0.6598
Si	26.0346	12.5951	38.4567	0.2378	-0.3642	0.7002
Si	31.0572	1.5247	0.0686	0.2257	-0.1023	0.7309
Si	26.4184	1.3758	38.4766	-0.2466	0.1817	0.7821
Si	31.1156	7.186	0.0891	-0.0643	-0.2253	0.7407
Si	28.8441	9.3256	0.0073	-0.1424	0.0879	0.7435
Si	31.5816	12.0735	0.261	-0.2409	0.1232	0.7082
Si	2.6303	-0.023	1.3049	-0.0003	-0.0258	-0.0584
Si	5.3495	2.8538	1.6774	0.0302	-0.0216	-0.0113
Si	2.7109	5.4354	1.3542	-0.0233	-0.0178	-0.0754
Si	5.5398	8.0721	1.351	-0.0403	0.0064	-0.086
Si	2.7947	10.8768	1.3601	0.0097	-0.0246	-0.0548
Si	5.4676	13.6908	1.6163	0.0542	-0.0183	-0.0063
Si	8.1355	0.0092	1.4401	0.009	-0.0114	-0.039
Si	10.8053	2.8203	1.3749	0.0135	-0.0668	-0.0422
Si	8.1056	5.4043	1.5819	-0.0417	-0.036	-0.036
Si	10.9838	8.2402	1.4257	0.0332	0.0212	-0.0514
Si	8.1961	10.8114	1.3486	-0.0289	0.0669	0.0113
Si	10.7925	13.6056	1.3644	-0.0279	0.016	-0.019
Si	13.5381	0.0601	1.3796	-0.0168	-0.0008	-0.0477
Si	16.3119	2.7429	1.7696	0.0039	-0.0216	0.0122
Si	13.5694	5.4361	1.1559	-0.0321	0.0004	-0.0885
Si	16.399	8.1614	1.2155	-0.0204	0.0478	-0.0448
Si	13.6196	10.9397	1.2924	0.0336	-0.029	-0.0769
Si	16.2523	13.6811	1.4632	0.0153	-0.0336	-0.006
Si	18.9466	0.1029	1.3299	0.0243	-0.0405	-0.0574
Si	21.6652	2.6951	1.1748	0.0121	-0.0192	-0.0725
Si	19.1549	5.473	1.5262	0.0463	0.0437	-0.0198
Si	21.7513	8.1076	1.2567	-0.0257	0.006	-0.0488
Si	19.0159	11.0158	1.3206	0.0192	0.0109	-0.0663
Si	21.7206	13.5975	1.4421	-0.0045	-0.0043	-0.0486
Si	24.4649	16.1806	1.3314	-0.0317	0.013	-0.0672
Si	27.1247	2.6355	1.0912	0.0149	-0.0712	-0.0617
Si	24.4906	5.3704	1.2705	-0.037	0.0108	-0.0738
Si	27.2642	8.1624	1.3342	0.0263	0.0346	-0.0564
Si	24.3945	10.8095	1.3613	-0.0329	-0.0247	0.0063
Si	27.1842	13.4979	1.2222	-0.0137	-0.0097	-0.0595
Si	29.9878	16.1831	1.307	-0.0667	-0.0201	-0.0463
Si	0.0021	2.6952	1.351	0.0127	-0.0229	-0.0463
Si	29.9493	5.4556	1.2482	0.0036	0.0397	-0.0511
Si	0.0178	8.272	1.4455	0.0088	-0.0131	-0.0616
Si	29.9267	10.8846	1.3884	-0.005	-0.0185	-0.058
Si	0.1589	13.5099	1.604	0.0145	0.0303	-0.0166
Si	1.2992	1.307	2.7385	0.0253	0.0119	0.0129
Si	3.9891	4.2078	2.9324	-0.0151	0.0575	0.0588
Si	1.3665	6.8215	2.7007	-0.0062	-0.0292	0.0116
Si	4.1379	9.468	2.673	0.0263	-0.0043	0.002
Si	1.4934	12.1497	2.8929	0.0366	-0.0307	0.0218
Si	4.0385	15.0722	2.8128	-0.042	0.0144	-0.0001
Si	6.7786	1.3809	2.8091	0.0111	-0.0093	0.0001
Si	9.4799	4.0408	2.8553	0.0077	-0.0102	0.0293
Si	6.7788	6.803	2.8784	-0.0125	0.0241	0.0393
Si	9.5978	9.5859	2.7751	0.0136	-0.0117	-0.0036
Si	6.8111	12.1546	2.7771	0.0305	0.0095	0.0082
Si	9.4799	14.9512	2.8027	-0.0076	0.0001	0.0285
Si	12.2134	1.4622	2.7331	-0.01	-0.0111	0.0161
Si	14.8101	4.1635	2.7834	-0.0435	0.0505	0.0268
Si	12.339	6.8064	2.686	0.0037	-0.0382	0.0388
Si	14.9852	9.502	2.6206	0.014	0.0214	0.0089
Si	12.2254	12.2625	2.6795	0.0026	-0.0146	-0.0118
Si	14.8585	15.0032	2.7888	-0.0079	0.0168	0.0064
Si	17.7059	1.3179	2.9259	0.0185	-0.0431	0.0131
Si	20.4879	4.028	2.7684	0.02	-0.0277	0.0188
Si	17.733	6.9031	2.722	-0.0415	0.0016	-0.0093
Si	20.3883	9.5383	2.6051	-0.0032	-0.0022	-0.0261
Si	17.7004	12.341	2.7502	-0.009	-0.0187	0.0019
Si	20.3719	15.0589	2.6751	-0.0618	0.0112	0.016
Si	23.0706	1.3295	2.5598	-0.0037	0.0329	-0.0114
Si	25.8535	3.9921	2.5812	0.0533	0.008	-0.0127
Si	23.1351	6.7615	2.6556	-0.0224	-0.01	0.0394
Si	25.8741	9.5258	2.6839	-0.0093	-0.0075	0.0216
Si	23.0582	12.1671	2.7442	0.0133	0.0132	0.0232
Si	25.8653	14.8617	2.6799	-0.0019	-0.0359	0.0038
Si	28.5261	1.2984	2.5633	0.0072	-0.013	0.0555
Si	31.296	4.116	2.6645	-0.0216	-0.0145	0.0255
Si	28.5789	6.7551	2.6785	0.0202	0.0102	0.0215
Si	31.289	9.5773	2.8087	0.0256	0.0292	0.0529
Si	28.5276	12.2275	2.6824	0.0024	0.012	-0.0003
Si	31.337	14.9267	2.7566	-0.0031	0.0165	0.0088
Si	-0.0292	-0.0061	4.1438	0.0471	-0.0032	-0.0014
Si	2.6517	2.703	4.1322	0.0273	-0.0406	-0.0451
Si	-0.0002	5.453	4.0635	0.0095	-0.0278	-0.0164
Si	2.7432	8.1558	4.0706	0.0076	0.0199	0.001
Si	0.0202	10.8745	4.1895	0.0098	-0.0027	0.0106
Si	2.7689	13.6239	4.176	-0.0093	-0.0076	-0.0078
Si	5.4223	0.0486	4.1767	-0.0195	-0.0216	0.0061
Si	8.131	2.7027	4.1983	-0.0268	0.0197	0.0179
Si	5.4033	5.5063	4.2534	-0.0092	-0.0001	0.0093
Si	8.2032	8.2013	4.1208	-0.021	0.0016	-0.0352
Si	5.4328	10.8311	4.117	-0.0108	0.0039	-0.0132
Si	8.1488	13.5563	4.1396	0.0085	0.0075	-0.0338
Si	10.8641	0.0432	4.095	-0.0225	0.0213	-0.0446
Si	13.5514	2.761	4.16	0.0295	-0.0476	0.0108
Si	10.9172	5.4605	4.0759	0.0556	0.0156	-0.045
Si	13.6551	8.1799	4.0663	-0.0097	0.022	-0.0114
Si	10.9246	10.9317	4.1262	-0.0052	0.0031	0.0198
Si	13.5432	13.6047	4.1057	-0.0195	0.0227	0.014
Si	16.2792	-0.0325	4.1749	0.0067	0.0064	-0.0037
Si	19.0972	2.7233	4.1589	0.0286	0.0025	-0.0107
Si	16.3026	5.5192	4.0428	-0.0132	0.0077	-0.0474
Si	19.0753	8.2259	4.0745	0.0404	-0.0019	0.0087
Si	16.3297	10.8903	4.0222	-0.018	-0.0138	-0.0383
Si	19.0613	13.6745	4.0901	-0.0036	0.0143	-0.0123
Si	21.7666	0.0324	4.0378	0.001	-0.0059	0.0069
Si	24.4632	2.6748	3.9556	-0.0336	0.002	-0.0162
Si	21.8247	5.4233	4.0849	-0.0268	0.0194	-0.0022
Si	24.5007	8.1339	4.016	-0.0344	0.0103	-0.0303
Si	21.7188	10.8247	4.0747	-0.0072	-0.012	0.0255
Si	24.4778	13.5381	4.0465	0.0075	0.0035	-0.0006
Si	27.2049	-0.0368	4.008	0.0043	0.0095	-0.0303
Si	29.8892	2.6992	3.9638	-0.0102	-0.0103	-0.0602
Si	27.1903	5.3763	3.9919	0.0031	0.0094	-0.0262
Si	29.9183	8.1359	4.0735	-0.016	-0.0022	-0.0495
Si	27.1994	10.8752	4.0719	-0.0119	-0.0129	-0.0071
Si	29.9103	13.5773	4.0536	0.0038	-0.0088	-0.0064
Si	1.3516	-1.3301	21.7869	0.0153	0.0025	0.012
Si	4.1038	1.4031	21.7652	0.0212	-0.0137	0.0142
Si	1.4016	4.1687	21.8199	0.01	0.0374	0.0421
Si	4.0857	6.834	21.7282	-0.004	-0.0178	-0.0093
Si	1.3672	9.5594	21.756	0.0325	-0.0087	0.0348
Si	4.0517	12.2675	21.7452	-0.0138	-0.0024	-0.0101
Si	6.8159	-1.253	21.7217	0.0006	-0.0023	0.0358
Si	9.5172	1.3794	21.6594	-0.0054	-0.0243	0.004
Si	6.8316	4.127	21.7089	-0.0053	-0.0032	0.017
Si	9.5474	6.872	21.6699	-0.0029	-0.0074	-0.015
Si	6.7903	9.5569	21.7097	-0.0027	-0.0031	0.0179
Si	9.5871	12.2904	21.6214	0.0192	0.0101	-0.0243
Si	12.228	14.9483	21.6869	-0.0152	0.0144	0.0048
Si	14.9667	1.3527	21.6927	-0.011	0.0211	-0.0068
Si	12.2641	4.0972	21.6583	0.0067	0.0008	-0.0046
Si	15.0135	6.8198	21.7146	0.0098	0.0214	-0.0025
Si	12.3096	9.5637	21.722	0.0104	0.0196	0.0093
Si	14.9754	12.1957	21.7283	-0.0186	0.0007	-0.008
Si	17.679	14.9037	21.7068	-0.0053	-0.01	-0.0065
Si	20.4039	1.3208	21.7427	0.0019	0.0193	-0.007
Si	17.6795	4.0649	21.772	-0.0021	-0.0042	0.0136
Si	20.3979	6.7578	21.8597	0.0045	0.0098	0.0145
Si	17.6874	9.4775	21.8305	-0.0121	0.0156	0.0193
Si	20.4016	12.1754	21.7876	-0.0111	0.0061	-0.0006
Si	23.1048	14.8856	21.8182	-0.0111	0.0007	0.0162
Si	25.8302	1.3179	21.7666	0.0069	-0.0109	-0.0053
Si	23.0719	4.0447	21.8085	0.0135	-0.0161	0.0226
Si	25.7657	6.7718	21.7721	-0.023	0.0085	-0.0186
Si	23.0945	9.423	21.8294	-0.0079	-0.0316	0.0153
Si	25.7936	12.1707	21.8002	-0.0123	-0.0153	0.0042
Si	28.5701	-1.3699	21.7743	-0.0095	0.0166	0.0067
Si	-1.3656	1.3463	21.7234	0.0234	-0.0336	-0.0022
Si	28.5386	4.0303	21.7495	-0.0121	-0.0102	0.025
Si	-1.3312	6.7984	21.7619	0.0096	-0.005	-0.0074
Si	28.5007	9.5118	21.7733	-0.0035	-0.019	0.0169
Si	-1.3658	12.2818	21.7851	-0.0027	0.0192	0.0239
Si	2.7564	0.0228	23.1256	-0.0221	-0.0277	-0.0052
Si	5.4993	2.771	23.0962	0.0147	0.0168	0.0009
Si	2.8027	5.5505	23.2202	-0.0271	0.0225	0.0523
Si	5.3874	8.2257	23.081	-0.0086	0.0304	0.0005
Si	2.6909	10.9284	23.1544	-0.033	0.0102	-0.0052
Si	5.4089	13.705	23.0072	-0.0156	0.028	0.0037
Si	8.2063	0.085	23.1143	-0.0044	0.0411	0.048
Si	10.8692	2.751	22.9709	0.0335	0.0284	-0.0089
Si	8.1731	5.5536	23.0213	-0.0177	-0.0127	0.0211
Si	10.9465	8.1928	23.0239	-0.0179	-0.0023	0.0357
Si	8.2398	10.9439	22.9295	-0.0158	-0.0333	-0.0307
Si	10.9179	13.565	23.0757	0.0056	-0.0297	0.0173
Si	13.5466	0.0327	23.006	-0.0277	-0.0295	0.015
Si	16.3168	2.6737	23.0894	-0.0087	0.0172	0.0241
Si	13.6514	5.4363	22.993	-0.0404	-0.0463	-0.0137
Si	16.3079	8.1233	23.2009	-0.0103	-0.0281	0.0111
Si	13.6321	10.9031	23.1661	-0.0073	-0.0004	0.0246
Si	16.3329	13.5386	23.0648	0.0495	0.0097	0.0182
Si	19.0541	-0.0818	23.0417	-0.013	-0.0071	-0.001
Si	21.6969	2.6778	23.1607	-0.0133	-0.0099	0.0229
Si	19.0055	5.3986	23.2012	0.01	-0.0216	0.0253
Si	21.7622	8.0843	23.2732	0.0287	0.0336	0.0397
Si	19.0533	10.8434	23.1857	-0.0032	-0.0109	0.027
Si	21.7474	13.4924	23.19	0.023	0.001	0.0024
Si	24.5088	-0.0709	23.1296	-0.0176	-0.0013	0.014
Si	27.1552	2.6933	23.1389	0.0052	0.0168	-0.0175
Si	24.4432	5.3957	23.1671	-0.0018	0.0229	0.0082
Si	27.0683	8.1767	23.1165	-0.0086	0.0439	0.0047
Si	24.4581	10.7618	23.1896	0.0421	0.0069	0.0193
Si	27.1882	13.5564	23.0808	0.023	0.0221	0.015
Si	29.9273	0.0213	23.1332	-0.0083	-0.0216	0.0083
Si	0.0022	2.7206	23.0386	-0.0128	0.0097	-0.0235
Si	29.9458	5.3825	23.0519	0.0141	0.0081	0.0142
Si	0.0519	8.1645	23.1148	0.0246	-0.0238	0.0203
Si	29.8926	10.8862	23.0859	-0.0211	0.0297	-0.0167
Si	-0.0268	13.6669	23.1817	0.0154	0.0113	0.0131
Si	1.4172	1.4675	24.4074	0.0182	0.0151	0.0109
Si	4.2724	4.1835	24.518	0.0036	0.0056	-0.0439
Si	1.428	6.9439	24.6136	0.0519	0.018	0.0072
Si	4.035	9.5492	24.5148	-0.0283	-0.0516	0.0406
Si	1.3234	12.2896	24.5368	0.0025	-0.0037	-0.0097
Si	4.0875	-1.3566	24.5121	0.0375	-0.0022	-0.0442
Si	6.8854	1.5022	24.5115	0.0079	-0.0104	-0.036
Si	9.5753	4.1836	24.2903	0.043	-0.0067	-0.0215
Si	6.8229	6.9323	24.3901	0.019	-0.0089	-0.0336
Si	9.6296	9.6559	24.3045	0.0317	0.023	-0.0437
Si	6.8723	12.3445	24.1764	0.0123	0.04	-0.0133
Si	9.5772	-1.3653	24.3901	-0.0449	0.004	-0.0465
Si	12.1623	1.3936	24.3622	-0.0071	0.0201	-0.0377
Si	14.9173	4.055	24.3978	-0.0014	-0.0173	-0.0381
Si	12.3349	6.8019	24.3394	0.0031	-0.0151	-0.0557
Si	14.9718	9.5341	24.5596	0.0191	0.0156	-0.0063
Si	12.2606	12.2617	24.5505	-0.0084	0.0188	0.0086
Si	14.8675	-1.4166	24.2705	-0.0224	-0.0072	-0.0561
Si	17.6869	1.2403	24.3794	-0.0078	0.0206	-0.0368
Si	20.2766	3.9646	24.5857	0.0036	-0.0161	0.0052
Si	17.6254	6.725	24.5983	0.0032	0.0004	0.0065
Si	20.3776	9.4819	24.6105	-0.0068	0.0131	-0.0632
Si	17.6908	12.2388	24.5183	0.0012	0.0104	-0.037
Si	20.3473	-1.4297	24.464	-0.0153	-0.0115	-0.0069
Si	23.1298	1.3118	24.4296	0.0192	0.0153	-0.0492
Si	25.8016	4.0438	24.5241	-0.0357	-0.0155	-0.0113
Si	23.1117	6.6541	24.6475	-0.0452	0.017	-0.0094
Si	25.7642	9.4521	24.6768	0.0193	-0.0493	0.0025
Si	23.0831	12.0671	24.5568	-0.0488	-0.0167	-0.0053
Si	25.8867	-1.4406	24.4942	0.0017	0.0288	-0.0426
Si	28.5381	1.3624	24.4812	0.0112	-0.0261	-0.0138
Si	-1.3604	3.9951	24.4365	-0.0241	0.0065	-0.0397
Si	28.4742	6.7375	24.2547	-0.0094	-0.0386	-0.0378
Si	-1.3799	9.5066	24.3853	-0.0202	-0.0179	-0.0605
Si	28.505	12.1981	24.4561	0.0218	-0.024	-0.0085
Si	-1.3713	-1.2653	24.5723	0.0102	-0.011	0.0035
Si	0.0682	0.1978	25.8338	-0.1173	-0.0217	0.0121
Si	2.8356	2.8109	25.7677	-0.0042	0.0092	0.016
Si	0.0985	5.3134	25.716	0.1182	-0.0434	-0.0054
Si	2.6897	8.4212	26.1787	-0.0485	-0.0381	0.0597
Si	-0.1615	10.9152	25.7877	0.0238	0.075	0.0892
Si	2.7301	13.5638	25.963	0.0244	-0.0574	0.095
Si	5.5443	0.0478	25.7984	0.0022	-0.0059	0.0333
Si	8.238	3.041	25.7824	-0.0815	-0.0343	0.0637
Si	5.624	5.6173	25.913	0.0012	-0.0354	0.0553
Si	8.2627	8.3255	25.5936	-0.0282	0.0056	0.0477
Si	5.6026	10.963	25.4946	0.0406	-0.0251	0.0146
Si	8.1462	13.6217	25.6565	0.028	-0.0123	0.0548
Si	10.8985	-0.0121	25.7492	0.0079	0.0003	0.0583
Si	13.4793	2.7538	25.732	-0.0448	0.0547	0.0395
Si	10.9826	5.4383	25.6614	0.0301	-0.0145	0.0723
Si	13.5857	8.1171	25.8235	0.0231	-0.0125	0.0526
Si	10.9127	10.8535	25.8886	0.0073	0.0138	0.0596
Si	13.6074	13.7215	25.8401	0.0018	-0.0315	0.0544
Si	16.2082	-0.0971	25.5738	0.0281	-0.0031	0.0431
Si	18.92	2.4897	25.9158	0.0761	-0.0186	0.0059
Si	16.2691	5.2586	25.8936	0.0017	0.0087	0.0431
Si	18.9678	8.1179	25.9594	0.0022	0.0147	0.0469
Si	16.3489	10.8924	25.9242	0.0003	0.0192	0.0419
Si	18.9853	13.6536	25.9308	-0.0643	0.0221	0.0539
Si	21.7955	-0.1242	25.718	0.0131	0.0003	0
Si	24.4123	2.6936	25.8651	-0.0154	0.0083	0.0746
Si	21.6729	5.2711	25.9736	0.012	0.0037	0.0595
Si	24.4261	7.9955	26.1182	0.057	-0.0012	0.0274
Si	21.7372	10.8089	26.0692	-0.0071	0.0245	0.0568
Si	24.5554	13.3776	25.7858	0.0696	-0.0547	-0.0025
Si	27.2527	-0.0173	25.8594	0.0456	-0.0228	0.0195
Si	29.8216	2.7415	25.8661	0.0081	0.036	0.0819
Si	27.237	5.4313	25.746	0.0117	0.001	0.043
Si	29.843	8.0713	25.5321	-0.0157	0.069	-0.017
Si	27.2459	10.8502	25.9544	-0.022	0.015	0.0216
Si	29.781	13.6296	25.7956	-0.0232	0.0669	0.003
Si	1.6332	-0.9636	27.1283	-0.2827	-0.3934	-0.6817
Si	3.9611	1.2156	27.034	0.2913	0.2084	-0.6766
Si	1.7531	4.3618	27.1377	-0.2728	-0.2306	-0.6996
Si	3.9771	6.6737	27.2205	0.1354	0.4236	-0.6964
Si	1.179	10.0526	27.4637	0.1696	-0.4124	-0.7338
Si	4.5055	12.3032	27.013	-0.3437	-0.1084	-0.7015
Si	6.5772	-1.6432	27.0562	0.247	0.2547	-0.7886
Si	9.4835	1.4532	26.8911	-0.0534	-0.012	-0.7201
Si	7.4525	4.8168	27.2573	-0.2222	-0.1311	-0.7738
Si	9.6912	6.977	26.786	0.093	0.0378	-0.5224
Si	7.1693	9.9154	26.877	-0.0278	-0.0879	-0.7238
Si	9.3019	12.1416	27.0269	0.1731	0.0192	-0.7206
Si	12.6288	-0.8793	27.1789	-0.1077	-0.069	-0.6888
Si	14.876	1.3011	26.8461	-0.0454	0.0011	-0.4054
Si	12.4212	4.3088	27.1728	-0.3582	-0.3938	-0.6865
Si	14.7013	6.5008	27.1162	0.2423	0.184	-0.7522
Si	11.9197	9.091	27.1753	-0.0003	0.1833	-0.7295
Si	15.1456	12.5057	27.1334	-0.0686	-0.0241	-0.7251
Si	17.23	-1.5237	27.0872	0.2396	-0.0855	-0.6704
Si	20.6133	1.3019	27.0972	-0.2056	0.0166	-0.67
Si	17.1625	3.4515	27.192	0.0453	0.0332	-0.7147
Si	20.4187	6.7965	27.2472	-0.0884	-0.1086	-0.7104
Si	17.9927	9.8371	27.2825	-0.2733	-0.1857	-0.7039
Si	20.1958	12.1674	27.3099	0.2221	0.1789	-0.6616
Si	23.4248	-1.3162	26.9143	-0.3666	-0.1714	-0.6195
Si	25.5814	1.0622	27.0459	0.3069	0.3699	-0.6217
Si	22.758	3.6152	27.2885	0.1239	0.2449	-0.7627
Si	26.2693	6.9272	27.2412	-0.4431	-0.2057	-0.6543
Si	22.6878	9.0235	27.3727	0.1567	0.1798	-0.7248
Si	26.0904	12.4163	27.3163	-0.1987	-0.3376	-0.5913
Si	28.2817	-1.6132	27.2387	0.269	0.2714	-0.7128
Si	-1.3272	1.584	27.1935	0.0807	-0.0904	-0.6778
Si	28.7941	4.4344	27.1992	-0.2144	-0.3586	-0.6533
Si	-1.5926	6.4961	26.6799	-0.048	-0.1046	-0.6188
Si	28.4883	9.1785	27.0619	0.1907	0.2845	-0.6316
Si	-1.4755	12.3443	27.109	-0.1712	-0.2174	-0.6179
Si	6.2915	12.2185	31.0266	0.0152	-0.0325	-0.0276
Si	3.9853	0.9543	29.9053	0.0326	0.1207	0.0135
Si	4.4697	7.5132	30.1335	-0.0278	0.0498	-0.1432
Si	1.8925	10.3086	31.8847	0.067	-0.0431	-0.0476
Si	4.1511	9.7495	34.0507	-0.0795	-0.0237	0.0574
Si	-0.0724	14.1252	29.0819	-0.0887	0.0181	0.105
Si	14.8804	6.204	30.0229	0.0766	-0.0195	-0.0845
Si	11.8623	5.5501	36.3694	-0.0333	0.108	0.1638
Si	4.2647	5.0373	34.0949	-0.0127	-0.1294	-0.048
Si	12.4838	6.1585	31.866	0.046	-0.0127	0.0379
Si	7.7673	1.7178	31.6015	0.0477	-0.0823	-0.2298
Si	5.3683	10.155	29.1096	-0.1429	0.0659	-0.223
Si	10.0617	1.4237	35.5514	0.0119	-0.0043	0.1599
Si	15.0535	9.3612	34.4395	-0.0267	0.1175	0.2102
Si	8.0817	4.2132	30.0846	0.001	0.0093	-0.1457
Si	17.604	1.3682	31.4463	0.0032	-0.009	0.1092
Si	3.1696	-2.0766	36.734	0.1138	-0.0709	0.0646
Si	9.5295	5.934	31.9957	-0.0273	0.0258	0.0255
Si	20.5031	13.7675	30.0791	0.0799	-0.0966	-0.1619
Si	18.9084	-0.1985	29.2309	-0.0008	-0.0608	-0.0937
Si	16.5946	6.9932	35.7489	0.0536	0.105	0.2381
Si	17.042	5.8984	31.7794	0.008	-0.0883	0.0175
Si	25.0188	1.1577	29.9632	-0.0106	-0.1394	-0.0747
Si	23.6355	-0.2381	34.3763	-0.0479	0.0385	0.0292
Si	25.4844	5.9062	31.5801	0.1227	-0.1066	0.0267
Si	16.1321	-0.4246	33.3156	0.0415	-0.0347	0.1433
Si	23.6507	3.8052	30.3005	0.0096	-0.0363	-0.1543
Si	21.5902	7.1513	32.0227	0.0633	0.0113	0.057
Si	15.5738	3.5615	31.125	-0.001	0.1694	0.0778
Si	30.1302	-0.4537	29.364	0.0458	-0.07	-0.039
Si	1.3682	1.3954	31.2463	0.1149	0.0321	0.0142
Si	27.5419	-1.8067	33.3281	-0.0193	0.0181	0.0871
Si	0.2978	7.1537	35.9287	-0.1317	0.1811	0.13
Si	28.5566	1.6134	34.546	-0.0587	-0.052	-0.0376
Si	30.251	3.2388	36.3863	0.115	-0.2166	0.1846
Si	0.0365	3.3724	29.3712	0.0561	0.0432	-0.128
Si	9.5476	4.3463	34.5693	-0.0187	0.0185	0.0628
Si	1.5809	4.6404	35.586	0.0367	-0.0322	0.1366
Si	5.4718	-0.0763	36.5611	-0.1427	0.0068	0.1869
Si	25.6536	1.6995	35.4705	0.0366	-0.0012	0.0467
Si	29.9146	7.1511	30.8927	-0.0214	-0.0831	-0.1142
Si	29.474	0.3448	32.1962	0.0316	0.1071	-0.0675
Si	10.4487	11.2216	33.4964	0.0138	0.0335	-0.0302
Si	4.2035	14.2264	30.1971	-0.088	0.0151	-0.0143
Si	3.0661	8.3489	36.6819	0.1236	0.0794	0.1509
Si	-0.3244	8.0422	29.0652	-0.0942	0.1306	0.0225
Si	-0.3825	3.2592	34.1806	-0.0354	-0.0162	0.0448
Si	5.3826	12.2861	33.8205	0.1999	-0.0454	0.0353
Si	13.4018	10.8677	29.2922	0.0988	0.0039	-0.1854
Si	12.8148	0.4108	36.1959	-0.1083	-0.1065	0.1159
Si	3.8069	2.5	32.4589	-0.0472	-0.0061	-0.1438
Si	8.1405	-0.117	29.0857	-0.088	-0.027	-0.0172
Si	5.6614	0.6931	33.7095	-0.0862	-0.0134	-0.0064
Si	10.8453	1.4531	31.8803	0.0279	-0.0589	-0.1922
Si	16.2421	11.6431	36.3432	0.0408	-0.0262	0.1399
Si	9.6642	8.4569	33.858	0.0432	-0.0497	0.0136
Si	14.2926	13.418	32.6708	0.0222	-0.0371	-0.0073
Si	20.5162	11.1811	31.3904	-0.1321	-0.0718	0.1879
Si	17.9789	9.7243	30.3125	-0.0242	-0.0056	-0.1404
Si	11.8871	12.6881	31.1168	0.0085	-0.1015	0.0066
Si	17.7364	-1.9918	35.5731	-0.1248	-0.0217	0.1085
Si	26.6441	11.3046	30.0007	-0.1028	0.0379	0.0253
Si	25.6408	11.5051	35.6725	-0.0719	0.1101	0.0286
Si	26.8764	10.9466	32.8879	-0.1178	-0.0492	-0.0592
Si	18.6791	8.0036	32.6139	0.0263	0.1123	0.0168
Si	23.1135	13.4585	35.62	0.0915	0.0366	0.234
Si	18.9058	4.9238	29.3963	0.0502	0.051	-0.1823
Si	-0.4284	0.2425	33.3524	0.0784	0.075	-0.0139
Si	25.5698	9.0132	31.3146	0.1204	-0.0279	-0.0146
Si	29.0336	-1.1959	35.6121	-0.1049	-0.0374	0.1075
Si	19.4797	8.1673	36.411	-0.1065	0.0937	-0.023
Si	20.9348	4.1585	31.344	-0.0907	-0.022	0.0429
Si	23.5874	3.8206	35.6322	0.0905	-0.0366	0.0495
Si	1.5826	7.2596	31.0299	-0.0392	0.0631	0.0434
Si	29.5537	10.8462	29.363	-0.0195	-0.0697	-0.0273
Si	29.9207	11.1357	36.474	0.0089	0.137	0.1578
Si	2.0531	12.2102	29.5251	-0.1058	-0.094	-0.0304
Si	5.4796	7.3231	32.8065	-0.0079	-0.0579	0.0135
Si	29.7553	12.8977	34.0274	0.0983	-0.0164	0.0221
Si	-0.9814	9.6463	34.6705	-0.0529	0.0468	0.0463
Si	6.8874	5.9203	34.9353	-0.0344	0.0371	-0.0149
Si	17.154	4.1503	35.5963	0.0905	-0.0661	0.0982
Si	24.8086	8.5495	36.3354	-0.0372	-0.0158	0.152
Si	-0.0718	11.984	33.3766	-0.0112	0.0148	0.1499
Si	10.5337	14.2472	29.1415	-0.0149	-0.0597	-0.2286
Si	-0.5665	5.2451	31.7069	0.0275	0.0456	-0.0965
Si	7.9037	8.2963	36.3574	0.088	-0.0315	0.1161
Si	12.4602	13.9716	34.9387	-0.0237	0.028	0.0697
Si	11.398	11.6475	36.4311	-0.053	-0.0397	0.1321
Si	10.0956	-0.9073	33.5401	0.0944	0.0172	0.0265
Si	14.9484	2.0131	34.9719	0.0471	-0.0886	-0.0409
Si	20.1341	12.743	35.6726	0.1073	-0.0243	0.063
Si	3.8938	-1.6608	33.1317	0.1009	0.0539	-0.0209
Si	8.1106	13.1764	33.0994	-0.0925	0.0102	-0.0115
Si	12.5416	7.7626	34.5218	0.0431	-0.0525	0.0078
Si	10.863	2.8362	29.1943	0.0912	0.1173	0.0049
Si	15.3582	10.694	31.6772	-0.0351	0.1159	-0.0809
Si	19.2651	2.8949	33.6877	0.078	-0.0329	-0.0298
Si	19.6724	10.1165	34.1763	0.0359	0.0333	-0.0085
Si	21.3877	1.6143	35.4811	0.052	0.0016	0.1234
Si	22.7657	9.4987	30.3908	-0.0006	-0.1446	-0.0846
Si	13.1783	3.235	32.845	0.0096	-0.0271	-0.1197
Si	23.1683	-1.1945	29.861	0.0811	0.0615	-0.0371
Si	1.3493	-1.7772	34.4034	-0.0406	0.0173	0.092
Si	23.9676	6.4886	34.0552	0.0363	-0.0844	-0.0343
Si	25.0846	-0.8754	31.9097	0.0119	0.054	-0.0009
Si	29.6581	9.7382	32.2013	-0.0476	-0.037	-0.034
Si	27.5416	5.5113	29.6029	-0.0719	-0.0904	-0.0645
Si	1.347	14.9571	5.4927	0.0002	0.0105	-0.0115
Si	4.0519	1.3987	5.5083	0.0046	0.0163	0.0141
Si	1.305	4.0805	5.4678	0.0135	0.015	-0.0077
Si	4.0424	6.8579	5.5463	0.0096	0.0145	0.0171
Si	1.378	9.4845	5.4791	0.0147	-0.0057	-0.0011
Si	4.1139	12.2305	5.4936	-0.0036	-0.0023	-0.0028
Si	6.7814	14.944	5.4789	-0.0054	-0.0255	-0.0195
Si	9.5139	1.353	5.5121	0.0066	-0.0219	-0.0071
Si	6.7796	4.0939	5.5259	-0.0097	-0.0164	0.0018
Si	9.5556	6.8179	5.4506	0.0014	-0.0235	0.0039
Si	6.8169	9.5229	5.4897	0.0019	0.002	-0.0156
Si	9.5437	12.2557	5.4987	-0.0042	-0.0011	-0.0036
Si	12.2175	14.9914	5.4615	0.0001	0.0071	-0.0017
Si	14.9454	1.3895	5.4786	-0.0138	-0.0046	0.0051
Si	12.2125	4.1137	5.5055	-0.0125	0.0063	-0.0172
Si	14.9921	6.8468	5.4615	0.0061	-0.0128	-0.0125
Si	12.2767	9.5279	5.4365	0.0098	-0.0063	-0.0045
Si	14.9542	12.2302	5.4122	0.0167	0.0032	-0.0195
Si	17.6743	14.9467	5.4942	0.0044	0.0243	-0.0062
Si	20.4471	1.355	5.4771	0.0033	-0.0047	0.0098
Si	17.6719	4.1223	5.4072	-0.0287	-0.0142	-0.0127
Si	20.4249	6.8042	5.4015	0.0074	0.0058	-0.007
Si	17.6954	9.5667	5.4266	-0.0107	-0.0043	-0.0158
Si	20.4021	12.2506	5.4172	-0.0088	-0.0028	-0.0119
Si	23.1258	14.9476	5.377	-0.0026	0.0135	-0.0066
Si	25.8233	1.3247	5.3511	-0.0123	0.0093	-0.0098
Si	23.1757	4.0465	5.4069	0.0114	-0.0161	-0.0094
Si	25.8492	6.759	5.3732	0.0088	-0.0006	-0.0033
Si	23.1269	9.4801	5.4003	0.0085	-0.0164	-0.0069
Si	25.8346	12.2164	5.4348	-0.0061	-0.0049	-0.0023
Si	28.5563	14.9507	5.4069	0.0053	0.0021	-0.01
Si	31.2272	1.3814	5.4203	-0.0211	-0.0009	-0.0094
Si	28.5517	4.0433	5.3728	-0.0003	-0.0018	-0.0121
Si	31.2767	6.7896	5.4373	0.0098	0.0133	0.0046
Si	28.5529	9.5001	5.4219	0.0201	0.0057	0.0069
Si	31.2631	12.2503	5.4676	0.006	0.0167	-0.0025
Si	2.7017	0.0086	6.8419	0.0045	-0.0143	-0.0019
Si	5.4157	2.741	6.8716	-0.0058	0.0004	0.0073
Si	2.678	5.44	6.8353	0.019	0.0027	-0.0081
Si	5.4441	8.1939	6.8675	-0.0265	-0.0019	0.0002
Si	2.7193	10.8777	6.8281	-0.0064	0.0011	-0.0071
Si	5.449	13.5927	6.859	0.0069	-0.0099	0.004
Si	8.1462	-0.0159	6.8421	0.016	0.0085	-0.0043
Si	10.8655	2.7368	6.8528	-0.0018	0.0085	-0.0001
Si	8.1793	5.4648	6.8266	-0.0023	0.0008	-0.0188
Si	10.9088	8.1768	6.8082	0.0005	0.0064	-0.0021
Si	8.1726	10.8908	6.8399	0.003	0.007	-0.0024
Si	10.8836	13.6315	6.8425	-0.0266	0.0137	0.0062
Si	13.5927	0.015	6.8238	0.0116	0.0013	-0.0063
Si	16.3351	2.7528	6.7959	0.0065	-0.0092	-0.0034
Si	13.6206	5.4721	6.8127	0.0055	-0.0049	-0.0054
Si	16.3559	8.1962	6.8058	-0.002	0.0023	0.0048
Si	13.6203	10.8848	6.806	0.0004	-0.0084	0.0016
Si	16.3112	13.5707	6.8107	0.0204	-0.005	-0.0013
Si	19.0557	0.001	6.814	-0.004	0.0032	-0.0043
Si	21.8092	2.7199	6.8011	-0.0066	-0.0009	0.0097
Si	19.0498	5.4606	6.7708	-0.0075	0.0198	-0.0066
Si	21.7788	8.1398	6.7829	0.0097	-0.0096	0.0077
Si	19.0475	10.908	6.7969	-0.0193	0.0152	0.0035
Si	21.7766	13.5994	6.7674	0.008	-0.0156	-0.0013
Si	24.4818	-0.0165	6.7509	0.0012	-0.006	-0.001
Si	27.1812	2.6912	6.7339	-0.0013	-0.002	-0.0016
Si	24.5118	5.4158	6.7704	-0.0094	-0.0053	0.0056
Si	27.1884	8.1298	6.7609	-0.0016	-0.0029	-0.0047
Si	24.4729	10.8493	6.7747	-0.0008	0.0011	0.0069
Si	27.1975	13.5908	6.7764	-0.0071	0.0056	-0.0051
Si	29.8963	-0.0029	6.7826	-0.0116	0.0041	0.0027
Si	-0.0569	2.7232	6.8119	-0.0038	0.0064	-0.0075
Si	29.8972	5.4135	6.7625	0.0092	-0.0127	-0.0107
Si	-0.0063	8.1352	6.8191	0.0197	-0.0111	-0.0027
Si	29.9047	10.8629	6.7968	0.0094	-0.0055	-0.0072
Si	-0.0254	13.606	6.8361	-0.0146	0.0063	0.0014
Si	1.3228	1.3714	8.1729	0.0064	-0.0012	0.0003
Si	4.05	4.102	8.2043	0.0088	-0.002	0.0061
Si	1.3321	6.7914	8.2004	-0.0245	-0.0145	0.0109
Si	4.0741	9.5432	8.2103	0.031	0.0167	0.0085
Si	1.3428	12.2359	8.1764	-0.0032	-0.0102	-0.0033
Si	4.0661	14.9607	8.1896	-0.0089	-0.0068	-0.0025
Si	6.7884	1.3597	8.1925	-0.0197	-0.0015	-0.0043
Si	9.5133	4.099	8.1998	-0.0078	-0.0106	0.0076
Si	6.8067	6.8111	8.191	-0.0007	0.0059	0.0028
Si	9.5385	9.5242	8.1763	-0.0121	-0.0103	0.0009
Si	6.8148	12.244	8.2071	0.0082	0.0172	0.0054
Si	9.5166	14.9691	8.2057	-0.0077	-0.0145	0.0047
Si	12.2417	1.3742	8.1881	-0.0021	-0.0082	0.0034
Si	14.9751	4.0998	8.1633	0.0092	0.0048	0.007
Si	12.259	6.8192	8.1751	-0.006	-0.0007	0.002
Si	14.9826	9.5336	8.169	0.0058	0.0173	0.0047
Si	12.2568	12.2504	8.1658	0.0128	0.0053	-0.0023
Si	14.9654	14.9607	8.1591	-0.0073	0.0049	-0.002
Si	17.6944	1.3774	8.1514	0.0092	0.0117	-0.0015
Si	20.4158	4.0858	8.1287	0.0032	-0.0144	-0.0097
Si	17.7066	6.8156	8.1515	-0.0008	-0.0076	0.0008
Si	20.4175	9.5204	8.1316	0.0024	0.0005	-0.0107
Si	17.6862	12.2383	8.174	-0.0146	-0.0171	0.0075
Si	20.4187	14.948	8.1498	-0.0114	-0.0038	-0.0022
Si	23.1483	1.3412	8.1468	0.0041	0.0145	0.0091
Si	25.8577	4.055	8.1315	0.004	0.0198	0.0117
Si	23.1389	6.7736	8.1342	-0.0105	0.0016	-0.0075
Si	25.8356	9.4921	8.1334	-0.012	-0.0075	-0.0035
Si	23.127	12.2286	8.1318	0.0038	0.0084	-0.002
Si	25.8354	14.9509	8.1315	0.0043	0.0041	0.004
Si	28.5295	1.3511	8.134	-0.0019	-0.014	0.0007
Si	31.2374	4.0806	8.1681	0.0051	-0.0039	0.0121
Si	28.55	6.7811	8.1307	-0.003	0.0048	0.0034
Si	31.2693	9.5106	8.1594	0.0054	0.0125	0.001
Si	28.5463	12.2296	8.1489	0.0048	0.0022	0.0021
Si	31.2512	14.9734	8.1695	0.0241	0.0016	0.0051
Si	-0.0266	0.006	9.5326	-0.0123	-0.0017	0.0054
Si	2.6857	2.7274	9.5393	0.0003	0.0096	-0.0007
Si	-0.0383	5.4324	9.5386	0.0075	0.0006	0.0055
Si	2.7034	8.1643	9.5418	0.0058	-0.0048	-0.0059
Si	-0.0186	10.8729	9.5279	0.0036	0.0026	0.0012
Si	2.6998	13.6003	9.5372	-0.0002	0.0034	0.0053
Si	5.4245	0.0034	9.5455	0.0137	-0.0055	0.0052
Si	8.1487	2.7306	9.5429	0.0027	0.009	0.0031
Si	5.4308	5.4577	9.5443	-0.0011	-0.0081	0.0009
Si	8.1702	8.1734	9.5399	0.0039	-0.0014	-0.0025
Si	5.4382	10.897	9.559	-0.0115	0.0063	0.0062
Si	8.1646	13.6076	9.56	0.0033	-0.0049	0.0128
Si	10.8829	0.0156	9.5457	-0.0098	0.0102	0.0005
Si	13.6177	2.7349	9.5255	0.0088	-0.0046	-0.004
Si	10.8945	5.4575	9.5343	-0.0017	0.0021	-0.0055
Si	13.6214	8.1739	9.5278	0.0002	-0.0039	-0.0007
Si	10.8959	10.8909	9.5276	-0.0078	0.0066	0.0053
Si	13.6129	13.607	9.5282	0.0073	-0.0071	0.0073
Si	16.3359	0.0057	9.5063	0.0073	-0.0028	-0.0012
Si	19.0645	2.7261	9.5045	-0.0117	0.0008	0.0012
Si	16.3452	5.4529	9.5134	-0.0027	-0.003	0.0017
Si	19.0677	8.1657	9.5088	-0.0047	-0.0018	0.0088
Si	16.3376	10.8807	9.5349	0.005	-0.0001	0.0118
Si	19.0563	13.5993	9.5161	0.0024	0.0012	0.0042
Si	21.778	-0.0109	9.5062	0.0074	-0.0033	0.0009
Si	24.4981	2.7059	9.5057	0.006	-0.0138	0.0072
Si	21.7747	5.429	9.5023	-0.0001	0.0149	0.0053
Si	24.4836	8.1392	9.5033	0.0057	-0.0037	0.0059
Si	21.7715	10.8741	9.5004	-0.0045	0.0081	0.0021
Si	24.4829	13.5871	9.4973	-0.0018	-0.003	-0.0004
Si	27.1863	-0.0115	9.5052	-0.0071	0.0075	0.0016
Si	29.8842	2.708	9.5137	-0.0056	0.0104	0.0011
Si	27.2003	5.423	9.5025	0.0034	-0.0134	0.0012
Si	29.9013	8.1455	9.5057	0.0081	-0.0104	-0.0055
Si	27.1866	10.8624	9.501	0.0002	-0.0014	-0.0037
Si	29.8995	13.5934	9.5169	-0.0011	0.0054	-0.0007
Si	1.3358	14.9637	10.8882	0.0007	0.0025	-0.0015
Si	4.057	1.3683	10.8905	-0.0051	-0.0041	-0.0025
Si	1.3289	4.0836	10.8985	-0.0082	-0.0038	0.0077
Si	4.0671	6.813	10.9006	0.0113	0.0078	0.0064
Si	1.3402	9.5226	10.896	-0.0027	0.0023	0.0066
Si	4.0649	12.253	10.9026	0.0132	0.0016	0.0037
Si	6.791	14.9697	10.9009	0.0041	-0.0072	0.0032
Si	9.519	1.376	10.8953	0.0017	-0.0042	0.0037
Si	6.7877	4.0913	10.8969	-0.0102	-0.0088	0.0019
Si	9.5307	6.8129	10.8922	-0.004	-0.0057	-0.0007
Si	6.8025	9.5296	10.8985	-0.001	0.0016	0.0019
Si	9.5335	12.2432	10.8958	-0.0045	0.01	0.0024
Si	12.2509	14.9668	10.8868	-0.0046	0.0005	-0.002
Si	14.9793	1.3638	10.8723	-0.0028	0.0021	-0.0032
Si	12.2559	4.092	10.8837	-0.0041	0.0003	0.0011
Si	14.9821	6.8055	10.8757	0.003	0.0021	0.0034
Si	12.2576	9.5312	10.8842	0.0059	-0.0015	-0.0062
Si	14.9776	12.2476	10.8837	0.0016	0.0004	0.0005
Si	17.6986	14.9659	10.8693	0.0045	0.0038	0.0008
Si	20.4181	1.354	10.8634	-0.0004	0.0033	-0.0009
Si	17.703	4.0817	10.8674	0.007	0.0056	-0.0028
Si	20.4221	6.795	10.8651	0.0051	0.0003	-0.005
Si	17.7046	9.5147	10.8765	-0.0123	0.0051	0.0031
Si	20.4158	12.2312	10.8682	-0.0086	-0.0062	0.0009
Si	23.1295	14.9449	10.8685	-0.0013	-0.0006	-0.0009
Si	25.8412	1.3472	10.8788	0.0055	0.008	0.006
Si	23.1313	4.0645	10.864	-0.0033	-0.0119	-0.0032
Si	25.8405	6.7816	10.8676	-0.0016	0.0014	0.0004
Si	23.128	9.5078	10.8622	0.0002	-0.0064	-0.0046
Si	25.8344	12.2257	10.866	-0.0014	0.0041	0.0018
Si	28.5423	14.9527	10.8765	-0.0007	-0.0046	0.0026
Si	31.2501	1.3622	10.8856	0.0042	0.0019	0.0027
Si	28.5441	4.0715	10.8833	0.0007	0.0027	0.0091
Si	31.251	6.7996	10.8899	0.0016	-0.0034	0.0053
Si	28.5448	9.5073	10.8689	0.0023	0.0026	-0.0032
Si	31.2603	12.2369	10.8815	0.0037	0.0031	0.001
Si	2.6969	0.0065	12.2451	0.0021	-0.0039	0.0008
Si	5.4206	2.7307	12.2457	0.0021	0.0061	0.0025
Si	2.6976	5.4486	12.248	-0.0011	-0.0075	-0.0036
Si	5.4312	8.1758	12.2519	0.0026	0.0003	0.0014
Si	2.7014	10.8878	12.2525	0.0061	0.0039	0.0017
Si	5.4275	13.6127	12.255	-0.0093	0.0095	0.0069
Si	8.1558	0.0141	12.2472	-0.0053	0.0042	0.0022
Si	10.8904	2.735	12.2399	-0.0043	0.0002	0.0009
Si	8.1599	5.455	12.2423	0.009	0.0041	-0.0011
Si	10.8961	8.1717	12.2428	-0.0065	0.0034	0.0002
Si	8.1644	10.8904	12.2506	0.0044	-0.002	0.0026
Si	10.8916	13.6087	12.2457	0.0029	-0.0082	0.007
Si	13.6193	0.0071	12.2347	0.0057	0.0026	0.002
Si	16.3454	2.7183	12.2292	0.0033	-0.0046	0.0003
Si	13.6226	5.4467	12.2363	0.0015	-0.0022	-0.001
Si	16.3441	8.1572	12.2339	0.0047	-0.0087	0.0054
Si	13.6199	10.8866	12.2402	-0.0044	0.0065	0.0077
Si	16.3447	13.6043	12.2337	-0.0048	-0.0022	0.0037
Si	19.0619	-0.0038	12.2318	-0.0047	0.0023	0.004
Si	21.7755	2.7059	12.2302	0.0033	-0.001	0.0025
Si	19.0638	5.4349	12.2276	-0.0071	-0.0005	0.0055
Si	21.7771	8.1486	12.2308	-0.004	0.0044	0.0067
Si	19.0628	10.8732	12.2326	0.0045	0	0.0059
Si	21.7723	13.5872	12.2335	0.0045	0.0029	0.0009
Si	24.4819	-0.0159	12.2358	0.0014	0.0025	-0.0001
Si	27.1913	2.7092	12.2461	0.0016	-0.0036	0.0024
Si	24.4846	5.4229	12.2332	0.0006	0.0069	0.0011
Si	27.1902	8.1467	12.2355	-0.0004	-0.0068	-0.0005
Si	24.4803	10.8656	12.232	-0.0004	0.0024	-0.0001
Si	27.1874	13.5864	12.235	0.0034	-0.0012	-0.0014
Si	29.8989	-0.0064	12.2438	0.0025	0.0018	-0.0001
Si	-0.0311	2.7219	12.2514	-0.0002	0.0012	0.0023
Si	29.8981	5.4347	12.2488	0.0018	-0.002	0.0001
Si	-0.0243	8.1601	12.2478	-0.0063	-0.0042	-0.0032
Si	29.9	10.8701	12.2357	0.0005	-0.0016	-0.0035
Si	-0.0225	13.6	12.2447	0	0.0011	0.0009
Si	1.3367	1.3655	13.6038	-0.0044	-0.0014	0.0013
Si	4.0611	4.0912	13.603	0.0008	-0.0013	0.0021
Si	1.3377	6.8062	13.6091	0.0023	0.0049	0.0035
Si	4.0661	9.5333	13.61	0.0053	0.0023	0.0053
Si	1.3394	12.2484	13.6094	-0.0056	0.0021	0.0042
Si	4.0609	14.9729	13.604	0.008	0.002	0.0029
Si	6.7888	1.3743	13.5979	0.0032	-0.0058	0
Si	9.5264	4.0963	13.5925	-0.0023	0.0009	0.0008
Si	6.7985	6.8174	13.5993	-0.0075	-0.0035	0.0007
Si	9.5308	9.5302	13.5979	0.0006	-0.0016	0.0003
Si	6.7949	12.2514	13.6021	0.0021	-0.0024	0.0001
Si	9.5222	14.9712	13.5943	-0.0032	0.0038	-0.0053
Si	12.2559	1.37	13.5879	-0.0052	-0.0003	-0.0009
Si	14.9841	4.0788	13.5867	0.0016	0.0004	-0.0003
Si	12.2615	6.8081	13.5921	0.0039	-0.0026	0.0014
Si	14.9856	9.5211	13.5888	-0.0021	0.0038	-0.0024
Si	12.2573	12.2465	13.5948	0.0003	0.0044	-0.0031
Si	14.9832	14.9642	13.5894	-0.0019	0.0041	-0.0024
Si	17.7029	1.355	13.5924	0.0021	0.0037	-0.0007
Si	20.4177	4.0682	13.5895	0.0028	-0.0008	-0.0032
Si	17.7027	6.7915	13.5872	-0.0048	0.0054	-0.0018
Si	20.418	9.5071	13.5908	-0.0041	0.0011	-0.0007
Si	17.7055	12.2365	13.5885	-0.0012	-0.0005	-0.0033
Si	20.416	14.9484	13.596	-0.0015	0.0003	0.0015
Si	23.1243	1.3417	13.5988	0.0004	-0.0032	-0.0001
Si	25.8331	4.0655	13.6089	0.0037	-0.0116	0.0009
Si	23.1288	6.7835	13.5959	0.0041	-0.005	-0.001
Si	25.8325	9.5047	13.6008	0.0009	0.0015	0.0025
Si	23.1253	12.2241	13.5981	-0.0073	-0.0007	0.0015
Si	25.8348	14.9451	13.6025	-0.0038	-0.0007	0.0007
Si	28.5482	1.3531	13.6113	-0.0005	0.0034	0.002
Si	31.2576	4.0832	13.6154	-0.0012	0.009	0.0066
Si	28.5411	6.7928	13.6104	-0.0002	0.0004	0.0023
Si	31.2562	9.5177	13.607	0.0089	0.0025	0.0011
Si	28.5425	12.2267	13.6002	0.0022	0.0024	0.0014
Si	31.2594	14.9574	13.6074	0.0007	-0.0004	0.0041
Si	-0.018	0.003	14.9642	0.0044	0.006	-0.0032
Si	2.6975	2.7314	14.9593	-0.0067	-0.0037	-0.0017
Si	-0.0209	5.4476	14.973	0.0011	-0.0075	-0.0038
Si	2.6988	8.1726	14.9632	-0.0032	-0.0038	0.0019
Si	-0.0229	10.8828	14.9625	-0.0065	-0.0017	-0.0041
Si	2.7017	13.615	14.9647	0.0096	0.0108	-0.0016
Si	5.4234	0.0172	14.9533	-0.0068	-0.003	-0.0038
Si	8.1564	2.7403	14.9418	-0.0003	0.0027	-0.0028
Si	5.428	5.4602	14.9472	0.0064	0.0021	-0.0031
Si	8.163	8.179	14.9537	0.0071	0.0047	0.0005
Si	5.4299	10.8979	14.9626	0.0028	0.0059	-0.001
Si	8.1568	13.6165	14.9513	-0.0016	0.0006	0.0019
Si	10.8903	0.0122	14.94	0.0002	0.0001	0.0003
Si	13.6218	2.7236	14.9457	0.0031	-0.0035	-0.0022
Si	10.8949	5.4518	14.9459	-0.0102	0.0008	-0.0013
Si	13.6269	8.1639	14.9474	0.0007	-0.0031	0.0042
Si	10.8941	10.8898	14.9494	-0.003	-0.0001	0.0013
Si	13.6244	13.6031	14.9441	0.0008	-0.0027	0.0025
Si	16.3463	-0.0071	14.9538	-0.0032	0.0003	0.0039
Si	19.0637	2.7088	14.9552	-0.0005	0.0024	0.0021
Si	16.3469	5.4319	14.9467	0.0017	-0.0045	-0.0004
Si	19.061	8.145	14.948	-0.0016	-0.0061	-0.0032
Si	16.3524	10.8724	14.9455	0.0016	0.0094	0.0001
Si	19.0615	13.5854	14.9595	-0.0019	-0.0043	0.0001
Si	21.7723	-0.0193	14.9668	0.0036	0.0029	0.0011
Si	24.476	2.6989	14.9672	-0.0059	0.0003	-0.0008
Si	21.773	5.4209	14.9581	-0.0022	0.0055	-0.0005
Si	24.4781	8.1413	14.967	-0.0012	0.0007	-0.0006
Si	21.7692	10.8615	14.9602	0.001	-0.0042	0.0009
Si	24.4801	13.5815	14.9652	0.006	0.0071	-0.0027
Si	27.1889	-0.0121	14.967	0.0104	0.0015	-0.0054
Si	29.9024	2.7186	14.9754	0.0056	-0.004	-0.0035
Si	27.1874	5.4283	14.9743	-0.0005	0.0079	-0.0001
Si	29.8994	8.1558	14.9716	-0.0021	-0.0028	-0.0037
Si	27.1876	10.8647	14.9673	0.0033	0.0028	-0.0081
Si	29.8992	13.5895	14.9618	-0.0053	-0.0093	-0.0066
Si	1.3472	14.9767	16.3291	-0.0086	-0.0083	0.0072
Si	4.0623	1.3754	16.3128	0.009	0.0048	0.0019
Si	1.3451	4.091	16.3271	0.002	0.0089	0.0054
Si	4.0699	6.8171	16.3111	0.0095	-0.0076	-0.0039
Si	1.3375	9.5313	16.3257	-0.0038	0.0103	-0.0012
Si	4.0659	12.2592	16.3205	0.0053	-0.0024	0.0046
Si	6.7862	14.9772	16.3027	-0.0021	0.0124	-0.0038
Si	9.5262	1.3813	16.2858	-0.0051	-0.0035	-0.0082
Si	6.7938	4.1039	16.2953	-0.0015	0.006	-0.0042
Si	9.5327	6.8173	16.297	0.0054	-0.0043	0.0021
Si	6.8022	9.5437	16.3124	-0.0007	-0.0076	0.0039
Si	9.5262	12.2544	16.2957	-0.0022	0.0011	-0.0073
Si	12.2553	14.9667	16.2876	0.0015	0.0065	-0.0082
Si	14.9815	1.3574	16.3016	-0.002	0.006	-0.0002
Si	12.2622	4.0912	16.2977	-0.0009	0.0002	0.0027
Si	14.9921	6.7995	16.3	0.0016	-0.0029	-0.0053
Si	12.264	9.5289	16.2969	-0.0039	0.0086	-0.0029
Si	14.9941	12.2391	16.2918	0.0011	-0.0054	-0.0127
Si	17.7032	14.9458	16.3179	-0.0021	0.0013	0.0008
Si	20.4139	1.3436	16.3246	-0.0063	0.001	-0.0021
Si	17.7053	4.0724	16.31	-0.0074	-0.0019	-0.0026
Si	20.411	6.7811	16.312	-0.0044	0.0062	-0.0112
Si	17.7086	9.5057	16.3075	0.0049	-0.0064	-0.0091
Si	20.4109	12.2147	16.3255	-0.0002	0.0081	-0.0033
Si	23.125	14.9344	16.3342	-0.0013	-0.0056	0.0016
Si	25.83	1.34	16.3338	-0.0014	-0.0075	-0.0038
Si	23.1169	4.0542	16.3301	0.0076	-0.0078	-0.0043
Si	25.8268	6.781	16.3394	0.0059	-0.0073	0.002
Si	23.1145	9.4957	16.3286	-0.0092	0.0072	-0.0007
Si	25.8301	12.2199	16.3329	-0.0038	-0.002	0.0032
Si	28.543	14.9449	16.3267	0.003	0.0047	0.0004
Si	31.2708	1.3637	16.3292	-0.0005	-0.0042	0.0032
Si	28.5451	4.0737	16.3433	0.0026	-0.0045	0.0013
Si	31.2594	6.8042	16.3381	-0.0033	0.0108	0.0036
Si	28.5402	9.5088	16.3388	-0.0008	0.0002	0.0031
Si	31.256	12.2342	16.3264	0.0094	0.0065	-0.0029
Si	2.7086	0.0258	17.6903	0.0109	0.0097	-0.0019
Si	5.4223	2.7552	17.6487	-0.0018	-0.011	-0.0104
Si	2.7108	5.4617	17.6745	-0.0044	-0.001	-0.0049
Si	5.4343	8.183	17.6599	-0.0086	0.0049	0.0002
Si	2.7018	10.8982	17.676	0.0011	0.003	-0.0011
Si	5.4246	13.6293	17.6744	0.0037	0.0029	-0.0011
Si	8.1525	0.0327	17.6329	0.0058	-0.0045	-0.0051
Si	10.8953	2.7302	17.6434	-0.0113	0.0014	0.0026
Si	8.1622	5.4622	17.6441	-0.0099	-0.0078	-0.0056
Si	10.8964	8.178	17.65	-0.0068	-0.016	0.0056
Si	8.1622	10.9152	17.6648	0.0117	0.01	0.0027
Si	10.8951	13.6101	17.6405	-0.0086	0.0008	0.0041
Si	13.6186	-0.0077	17.6488	-0.0068	-0.0048	0.0016
Si	16.3441	2.7124	17.6607	0.0074	0.0018	0.0003
Si	13.625	5.4524	17.6544	0.0083	0.0025	-0.0007
Si	16.3616	8.1411	17.6663	-0.004	0.0081	-0.0044
Si	13.6428	10.8791	17.6431	0.0111	0.0138	-0.0017
Si	16.349	13.5757	17.6725	-0.0083	-0.0051	0.0062
Si	19.0611	-0.0213	17.6849	0.0064	0.0044	0.0047
Si	21.7645	2.6947	17.7017	0.004	-0.001	0.0018
Si	19.0637	5.4231	17.6798	0.0104	0.0137	-0.0049
Si	21.7496	8.1354	17.6892	-0.0039	-0.0209	-0.0126
Si	19.0608	10.8454	17.6894	-0.0118	-0.0044	0.0014
Si	21.7693	13.5635	17.6928	-0.0004	-0.0014	-0.0003
Si	24.4823	-0.0289	17.702	-0.0012	0.0069	-0.0016
Si	27.1765	2.7099	17.6956	0.006	-0.0046	0.0031
Si	24.464	5.4145	17.6971	-0.0065	0.0035	-0.0008
Si	27.1854	8.1397	17.7026	0.0011	0.0056	-0.0055
Si	24.4695	10.8526	17.691	0.0068	0.0034	-0.0103
Si	27.1849	13.585	17.6946	0.0053	0.0061	-0.012
Si	29.9094	-0.0089	17.6729	0.003	-0.0014	-0.0147
Si	-0.0076	2.7271	17.692	0.0014	-0.0084	-0.0082
Si	29.9097	5.4355	17.7046	-0.0016	0.0139	-0.003
Si	-0.0262	8.1792	17.6931	0.0085	-0.0064	-0.0018
Si	29.8978	10.8762	17.6973	0.0063	-0.002	-0.0053
Si	-0.0163	13.6019	17.6698	-0.0157	-0.0011	-0.0117
Si	1.3642	1.3933	19.0652	-0.0135	0.0064	0.013
Si	4.0724	4.1034	19.0308	0.0129	0.0114	0.0034
Si	1.3583	6.8307	19.0311	-0.0032	-0.0041	-0.0095
Si	4.0773	9.5458	19.0214	0.0115	-0.0024	-0.0086
Si	1.339	12.2561	19.0379	0.002	0.0053	-0.0061
Si	4.068	14.9864	19.0481	0.0093	-0.0031	0.0099
Si	6.7943	1.4039	18.984	-0.0063	0.0082	-0.0114
Si	9.5351	4.1055	18.9853	0.0019	0.0004	-0.0024
Si	6.8001	6.8201	19.0025	0.0237	-0.0042	-0.0068
Si	9.5372	9.5495	18.998	-0.0006	0.0119	0.0007
Si	6.7989	12.2821	19.0264	-0.0151	0.002	0.0141
Si	9.5171	14.9853	18.9652	-0.012	0.0222	-0.0119
Si	12.2541	1.3581	18.9921	0.0163	-0.0093	-0.0011
Si	14.9922	4.0914	19.0042	-0.0106	-0.0042	0.0022
Si	12.2711	6.8286	19.0047	-0.0163	0.0105	0.0066
Si	15.003	9.5127	19.0016	0.0028	-0.0004	-0.0136
Si	12.2832	12.2524	18.9761	0.0045	-0.017	-0.0141
Si	14.9767	14.9436	19.0055	-0.005	0.0063	-0.0059
Si	17.6949	1.3475	19.0279	-0.0202	0.0093	-0.0015
Si	20.4031	4.0604	19.0576	-0.0141	0.0015	-0.0011
Si	17.7232	6.7915	19.044	0.0006	-0.0191	-0.0089
Si	20.4005	9.4798	19.0751	0.0035	-0.0028	-0.0011
Si	17.6953	12.1976	19.0416	0.0153	0.0033	-0.0013
Si	20.4148	14.9256	19.0482	-0.009	-0.0053	-0.0041
Si	23.1207	1.3248	19.0626	0.0051	-0.0101	-0.0016
Si	25.8132	4.0587	19.0708	-0.0019	-0.0034	0.0055
Si	23.085	6.7613	19.05	-0.0082	0.0198	-0.0174
Si	25.8107	9.4876	19.0581	-0.004	-0.0019	0.0032
Si	23.1072	12.1889	19.0678	-0.0011	0.0051	-0.0028
Si	25.8252	14.9217	19.0757	0.0008	0.0039	0.0127
Si	28.543	1.3366	19.0289	0.0157	-0.0123	-0.0089
Si	31.2835	4.0836	19.0615	0.0023	-0.0057	0.012
Si	28.5441	6.7848	19.0716	0.0043	-0.0062	0.0054
Si	31.2538	9.5295	19.0724	-0.0151	0.0095	0.0084
Si	28.5412	12.235	19.0603	-0.0098	0.0017	0.0097
Si	31.2759	14.9615	19.0308	0.0149	-0.0163	-0.0043
Si	0.0038	-0.0038	20.3872	-0.025	-0.0055	-0.016
Si	2.7235	2.7736	20.4341	-0.0014	-0.0194	0.0066
Si	0.0293	5.4597	20.4001	0.0088	0.0256	0.0009
Si	2.7185	8.1966	20.3863	-0.0118	-0.0032	-0.0026
Si	-0.0172	10.9085	20.4159	0.0045	0.0038	0.0052
Si	2.6874	13.6232	20.3998	-0.0066	-0.0056	0.0065
Si	5.4441	0.0683	20.3599	0.0119	0.0191	-0.001
Si	8.1621	2.7582	20.3317	-0.0014	-0.0005	0.0037
Si	5.4425	5.4689	20.3691	-0.0124	-0.0021	0.0017
Si	8.1516	8.2037	20.338	-0.0042	-0.0086	0.0156
Si	5.4248	10.9231	20.3742	0.0011	-0.0013	0.0022
Si	8.1651	13.6722	20.3566	0.0244	0.0029	0.0136
Si	10.8763	-0.0046	20.329	-0.0151	-0.0121	0.0054
Si	13.6244	2.722	20.3286	-0.0046	0.0055	0.0062
Si	10.893	5.4725	20.334	0.0024	-0.0112	0.0006
Si	13.6461	8.182	20.3653	0.0069	-0.0105	0.0013
Si	10.9443	10.894	20.3254	-0.0274	0.0038	0.0073
Si	13.6259	13.5855	20.3681	0.0073	0.0043	0.0232
Si	16.3315	-0.0255	20.3627	0.0021	-0.0121	0.006
Si	19.0391	2.7003	20.4073	0.0097	-0.0039	0.0058
Si	16.3595	5.4327	20.3799	-0.0096	0.0115	0.0034
Si	19.0559	8.1242	20.4651	0.0032	0.0017	0.0078
Si	16.3492	10.8246	20.4085	-0.014	-0.0102	0.0047
Si	19.0651	13.5429	20.3938	-0.0078	0.0009	0.0089
Si	21.7768	-0.0539	20.4235	0.0074	0.0075	0.0057
Si	24.4525	2.6947	20.4389	-0.0158	-0.0211	0.0083
Si	21.7373	5.4187	20.4447	0.0184	0.0115	0.0027
Si	24.4303	8.1176	20.403	0.0034	-0.0167	-0.018
Si	21.7668	10.8139	20.4475	0.0041	0.008	-0.0045
Si	24.4552	13.5448	20.4339	-0.0047	-0.0058	-0.0096
Si	27.202	-0.0225	20.4081	0.0047	0.0057	-0.0048
Si	29.901	2.6959	20.3786	-0.0076	0.0011	0.002
Si	27.1713	5.4234	20.4288	0.0184	0.0259	0.0152
Si	29.8985	8.1528	20.4362	-0.0025	-0.0014	-0.0012
Si	27.1646	10.8636	20.4027	0.0133	0.0088	-0.0001
Si	29.9197	13.6091	20.3982	0.0146	0.0083	-0.006
O	2.2097	2.3878	32.2225	-0.1312	0.3479	0.0797
O	-0.8891	2.8345	28.163	-0.3442	0.1377	0.0917
O	1.8533	11.4033	28.1159	0.2962	0.3692	-0.3032
O	26.0364	-1.8348	32.7873	0.0216	-0.1821	0.2684
O	29.1565	8.2468	31.8094	-0.4357	-0.0518	0.1771
O	30.1264	10.4876	30.8307	0.2989	0.0056	0.0492
O	25.8608	0.2351	31.0002	0.6373	0.2219	0.051
O	4.4824	11.2445	28.2921	-0.2097	-0.2844	0.2021
O	11.9456	-1.568	28.5036	0.3472	0.1467	0.5258
O	8.6151	5.9709	27.551	0.0379	0.187	0.6088
O	20.2924	3.7257	32.7558	0.3561	0.0945	0.2668
O	10.6865	1.9991	27.837	0.58	-0.4263	-0.2544
O	6.3964	10.9269	30.0846	0.3313	-0.0387	-0.1222
O	9.4969	3.5741	29.6078	0.0356	0.0264	0.2312
O	11.0982	-2.0504	34.1052	-0.2714	-0.4679	-0.4126
O	9.8753	13.0674	28.2457	0.2164	0.1809	0.3979
O	14.22	10.3587	30.5799	-0.1545	-0.3735	0.1387
O	16.9665	12.9006	35.6369	0.1891	-0.2245	-0.4666
O	20.248	7.6544	32.7742	-0.0655	0.0031	0.5289
O	5.0033	10.9826	34.6883	0.2078	0.0155	0.4485
O	21.6817	12.8129	35.2347	0.0811	-0.2243	-0.4141
O	9.2643	7.2792	32.8417	-0.469	0.0938	-0.1017
O	3.7882	12.8904	37.3539	-0.1312	-0.3165	-0.5195
O	17.5819	9.3513	28.7885	-0.1604	-0.5412	0.0878
O	16.2268	13.6284	27.6895	-0.036	0.0301	0.2941
O	11.981	3.9044	28.7146	0.1509	0.1228	0.4053
O	20.6739	12.8776	28.7131	0.0695	0.1162	-0.0435
O	15.9856	2.3353	27.5916	0.1223	0.0406	0.2043
O	17.8521	4.0712	28.5281	0.2175	-0.1138	0.1406
O	15.1847	6.9516	28.6201	0.1484	0.4165	0.023
O	19.0836	11.0093	27.6181	-0.1624	-0.0324	0.2338
O	22.3082	3.3617	31.0828	0.1609	-0.3683	0.2677
O	26.3378	6.1633	28.6951	-0.63	0.1077	0.2395
O	-0.8026	7.474	27.6771	0.405	0.1824	-0.2502
O	23.3752	4.0815	28.7235	0.0536	0.2492	-0.0234
O	2.5241	11.1469	30.6445	0.2064	0.0712	0.1668
O	21.5276	7.9093	27.7381	-0.1389	0.1464	0.3835
O	19.065	9.0759	37.6799	0.0738	0.1778	0.1113
O	26.4224	9.692	30.1011	0.0745	-0.4791	-0.4468
O	-1.3514	-1.5172	29.8114	-0.0048	-0.4451	0.3357
O	3.1372	6.9298	30.8348	-0.0305	-0.5292	0.179
O	27.2958	8.1634	27.4763	-0.1444	0.1245	0.3475
O	4.3522	-1.1588	36.1159	-0.0989	-0.2823	-0.2449
O	1.015	-1.0887	28.6458	0.1268	0.399	0.4514
O	3.0877	2.8891	38.1712	-0.0518	-0.1542	-0.212
O	28.2382	-0.6208	32.5059	-0.1653	0.2043	-0.1292
O	23.5397	9.0234	37.2292	-0.5076	-0.0739	-0.0829
O	5.4664	13.5512	27.4325	0.0418	0.1857	0.2585
O	29.2817	9.5311	28.45	0.3006	-0.5819	-0.0118
O	17.224	10.8613	37.365	0.1561	0.127	-0.2377
O	2.7099	9.6065	37.6366	0.0938	0.2533	-0.0948
O	28.7998	6.4853	29.9323	0.1455	0.1919	-0.1854
O	13.5197	5.4491	27.4859	-0.1571	0.0664	0.3074
O	5.37	11.7941	32.2803	-0.4034	-0.0941	-0.0711
O	26.3867	11.7025	34.2386	0.3161	0.1874	0.0715
O	12.733	7.3018	32.9817	0.1064	0.1398	-0.3427
O	12.1392	13.0794	36.2469	0.419	0.3622	0.2512
O	0.3021	0.3477	38.1183	-0.0171	-0.1893	-0.5967
O	-1.9623	6.0616	31.8211	-0.294	-0.1233	0.5854
O	20.2316	9.0503	35.272	0.6166	0.088	0.1301
O	11.678	1.3955	35.618	0.3703	0.6222	-0.1237
O	23.1709	14.4175	28.4118	0.1452	-0.3602	0.2165
O	23.2182	9.4836	28.8401	0.5686	0.2276	0.2333
O	6.7944	6.6843	33.498	0.3092	0.0851	-0.4205
O	29.6579	0.4795	30.5975	-0.0022	0.2886	-0.1508
O	27.0685	13.6876	27.5907	-0.01	0.1336	0.074
O	9.601	4.6532	32.99	-0.1007	-0.6047	-0.4295
O	1.6987	7.5196	36.6265	-0.0478	-0.0596	0.5133
O	2.9394	10.2934	33.1165	0.0973	0.382	0.2791
O	15.8571	7.0345	37.188	0.0658	-0.4348	-0.2445
O	16.9318	0.0105	31.9886	0.187	-0.3408	-0.2741
O	15.619	10.6241	35.2695	0.0618	-0.1415	-0.0058
O	9.6233	0.1238	34.7002	-0.2718	-0.2104	-0.0262
O	24.5016	-0.1349	27.1394	-0.1207	0.0417	0.1385
O	4.3995	9.1244	29.899	-0.5364	0.2738	0.0802
O	15.2581	12.1891	32.2911	0.5487	0.0039	0.0474
O	3.5327	8.8802	35.2489	-0.0699	0.0347	-0.0586
O	15.0426	12.231	37.2287	-0.2398	0.0105	-0.2309
O	24.204	5.1792	30.9268	-0.4172	0.3814	-0.2078
O	28.7843	10.573	37.4879	-0.2967	-0.056	-0.089
O	-0.7137	1.7134	33.924	-0.499	-0.1075	0.0237
O	26.1591	9.4874	32.7457	-0.2168	-0.2858	0.3702
O	10.0495	11.9719	37.2722	-0.3625	-0.2172	-0.3732
O	23.583	0.3839	29.7285	-0.5359	0.3805	-0.2179
O	1.9236	13.914	35.7679	-0.2652	-0.623	0.2868
O	7.1252	-1.2245	28.5316	-0.2108	-0.092	0.4018
O	14.2078	1.2181	36.1721	0.1029	-0.1048	0.2569
O	20.0731	12.6756	37.291	-0.2897	0.3003	0.0549
O	4.1712	4.0194	32.8379	0.198	0.2746	-0.3408
O	9.0762	7.8175	37.3531	-0.1917	0.4054	-0.2647
O	26.4601	12.1126	36.9448	0.697	0.0469	-0.2239
O	23.4128	5.2326	34.8954	-0.4435	0.0238	0.0187
O	12.7971	4.778	32.6372	0.104	-0.0119	0.2209
O	10.7269	13.694	30.6467	-0.5496	0.304	0.5308
O	29.6832	4.3362	37.4039	0.1728	0.4646	0.0234
O	19.3204	10.5937	30.4853	0.0952	-0.1132	-0.3387
O	16.5608	2.3646	30.7188	-0.0705	-0.0101	-0.4032
O	7.1701	9.5293	37.0805	-0.3028	0.4077	-0.4874
O	-0.7736	6.8903	37.1119	-0.1017	-0.1817	-0.3323
O	9.3018	1.8595	32.0709	-0.0646	0.4436	0.369
O	12.8437	6.6115	35.6339	0.2302	-0.2046	-0.0222
O	12.7298	9.636	28.4884	0.2326	-0.1482	0.5171
O	15.4371	0.9082	33.8996	0.1376	0.3059	-0.0036
O	11.1287	11.0673	34.9526	0.0476	-0.5523	-0.261
O	25.8018	7.6334	37.2305	-0.046	-0.0547	-0.2201
O	0.7466	6.1995	31.9266	0.3496	0.0644	0.5591
O	13.9058	3.0206	34.2633	-0.1704	0.402	0.1643
O	20.5505	7.1266	36.9952	0.4249	-0.4795	-0.5228
O	24.0767	9.5996	31.2963	-0.234	0.2214	0.3733
O	14.1984	2.727	38.3476	0.1457	0.0622	-0.1578
O	24.1898	12.2485	35.7034	-0.0272	-0.0916	0.0355
O	12.7389	4.3408	36.9762	0.121	-0.209	-0.3441
O	18.1642	7.3954	35.8808	0.1685	-0.0334	-0.2462
O	4.5382	-0.5665	29.7825	0.567	-0.1104	-0.0692
O	28.9599	2.822	35.5119	-0.4783	0.4123	0.0907
O	9.4877	1.3597	37.0579	0.1026	-0.3176	-0.024
O	-1.9575	9.816	35.9337	-0.0556	-0.5875	0.331
O	6.6857	-0.7904	37.3171	0.3103	-0.1374	-0.3122
O	23.9366	4.0162	37.2005	0.5966	-0.0104	-0.0646
O	19.3866	11.4621	35.011	-0.4558	0.1833	0.2547
O	15.2024	4.594	29.9192	-0.2276	-0.394	-0.6521
O	1.4693	8.7776	31.5741	0.0399	0.1385	0.3525
O	12.3031	-0.0866	37.6452	-0.3028	0.337	0.0124
O	8.2021	11.0242	27.5408	-0.1321	-0.1531	0.6139
O	-1.3621	3.8563	35.3189	0.0982	0.6543	-0.1
O	17.6248	-0.4833	28.2876	-0.2497	0.1912	0.0203
O	0.2703	9.5132	28.7315	-0.0598	0.1348	0.458
O	18.4405	3.8872	34.656	0.243	0.2977	0.1308
O	7.1117	4.3757	28.7934	-0.5153	-0.0678	0.2388
O	1.4117	3.8065	28.6393	0.4235	-0.1045	0.371
O	24.7569	0.3541	35.3883	0.1349	-0.4196	0.2004
O	1.3957	4.5612	37.1867	-0.1932	-0.0188	-0.2718
O	8.0902	3.3101	38.1427	0.0105	-0.0466	-0.4389
O	11.0587	6.1636	37.6416	0.055	-0.23	0.1835
O	9.1834	12.1679	33.7078	0.0048	-0.1742	0.6034
O	13.4985	9.0381	34.7817	-0.4294	0.2135	-0.0148
O	4.2181	6.5037	33.4218	-0.4469	0.1978	-0.1559
O	4.6801	6.8461	28.6875	0.4134	-0.0538	0.1344
O	4.5398	1.884	31.1292	0.6102	0.0151	-0.0664
O	22.2278	0.45	34.7457	-0.3005	-0.3039	0.0107
O	26.4564	11.8081	31.5458	-0.0411	0.4501	0.0975
O	24.3638	7.6825	35.0588	-0.1261	0.0814	-0.2969
O	10.8358	4.9899	35.276	0.1051	0.1489	-0.1702
O	5.207	-0.7261	33.0731	0.5125	-0.2042	-0.5011
O	25.8928	1.3873	28.6168	0.319	0.3313	0.0916
O	15.1985	9.6401	32.8691	-0.2072	-0.2712	-0.0808
O	20.3615	12.7885	31.3616	0.0143	0.3691	0.397
O	28.4584	10.5758	32.8756	0.3594	0.3056	0.3891
O	-0.4566	13.5081	27.634	0.42	0.2196	-0.3028
O	2.5177	-1.1763	37.8748	0.0924	-0.0039	-0.1591
O	24.7243	2.6303	30.5361	0.2519	0.2372	0.5222
O	2.5828	-0.9644	33.7374	-0.0708	0.8399	-0.0063
O	30.145	-2.0707	34.8311	0.652	0.1883	0.1427
O	0.4739	11.0915	38.1665	0.0356	0.2122	-0.1573
O	16.1865	2.8597	35.551	0.2274	-0.2721	0.0538
O	-1.8122	-0.3194	32.7667	0.0608	-0.4196	0.1904
O	24.7899	2.9689	34.9606	0.0994	0.3388	-0.7984
O	19.6618	6.0491	28.4969	-0.1436	-0.078	0.3287
O	23.5499	-1.8434	34.4589	0.086	-0.1744	-0.5742
O	25.5702	7.438	31.0906	-0.1967	0.103	-0.3871
O	30.1759	8.4723	38.2822	-0.3083	-0.1726	-0.3796
O	28.1221	4.2613	28.7059	0.0572	-0.5593	0.2233
O	29.1213	1.7133	33.0163	-0.0468	0.5991	-0.2492
O	19.9672	3.8999	30.0684	-0.0817	-0.7692	-0.3605
O	17.557	4.4631	37.135	-0.1126	0.2287	-0.0265
O	-1.7072	12.175	37.2316	-0.2661	0.5194	-0.2119
O	2.819	5.5495	27.42	-0.2135	0.1053	0.009
O	30.5751	11.7617	28.5227	0.2175	0.1698	0.2139
O	25.5302	9.9075	35.8628	0.0618	-0.2293	0.0426
O	-1.7808	9.5694	33.2664	0.2232	-0.2071	-0.223
O	20.043	1.8374	34.6266	-0.4127	-0.4744	-0.151
O	7.6298	0.5945	30.435	-0.1558	-0.1389	0.1313
O	5.6402	4.893	34.9532	0.0367	-0.4333	0.1958
O	22.0064	11.0473	38.0593	-0.0874	-0.0727	-0.4813
O	2.4018	0.7863	30.1819	-0.3539	-0.2424	-0.3144
O	10.7473	7.9894	27.6055	-0.1272	-0.0536	0.3555
O	28.1535	11.6345	29.5271	0.2105	0.7079	0.1195
O	9.5219	2.769	34.8532	-0.1492	-0.1286	-0.2584
O	-0.0458	10.9829	34.6606	0.4338	0.1028	0.5993
O	22.1617	5.6477	38.1908	-0.2201	0.2361	-0.2937
O	5.6045	13.4481	30.2633	0.2034	0.3556	-0.4288
O	30.0123	5.502	27.4634	0.282	-0.0553	0.5211
O	15.0754	-1.52	32.8164	-0.0448	0.12	-0.3756
O	-0.5338	4.0815	32.8092	0.0519	-0.2511	-0.159
O	11.4556	11.7931	32.3804	0.2424	0.1256	-0.0526
O	2.8638	0.0616	27.3537	0.1305	-0.0847	0.158
O	16.3461	4.4942	32.2433	-0.0416	-0.0142	0.6549
O	8.4574	13.9009	38.1846	0.2836	0.1645	-0.2915
O	10.9734	6.1181	31.3017	0.0573	-0.0592	-0.5122
O	4.3833	1.7269	28.5384	0.4098	0.5186	0.0761
O	4.34	1.6282	33.7057	-0.4115	-0.1087	0.6014
O	13.8434	-2.1538	38.3073	0.2324	-0.0605	-0.5507
O	0.6262	0.2754	32.1227	-0.0406	-0.5183	-0.3062
O	17.6901	-1.2342	36.9981	0.2566	0.1232	-0.2387
O	16.2437	0.5779	38.1869	-0.2786	-0.1334	-0.3295
O	26.046	1.9644	37.0106	0.0048	0.5391	-0.2108
O	6.1192	0.5628	35.2382	0.6775	0.3652	0.0816
O	0.8421	13.2911	33.5284	0.2393	-0.1156	-0.266
O	22.9472	-1.8955	36.9361	-0.6334	0.0986	-0.2773
O	0.6021	5.8273	35.0723	-0.3498	0.012	-0.5371
O	21.9417	8.1783	30.8267	-0.4863	-0.2901	-0.2895
O	6.285	9.2768	28.0989	0.0281	-0.5711	0.0896
O	13.8903	8.6022	38.0665	-0.0633	-0.0297	-0.3183
O	5.9383	5.4349	38.1807	0.1959	-0.2151	-0.226
O	0.2366	2.1915	30.4389	-0.3086	-0.3149	0.1591
O	29.1663	-1.5063	37.1793	0.3971	-0.2175	-0.2483
O	26.9466	1.5182	34.5228	-0.1129	-0.121	-0.4943
O	24.9993	13.8312	38.2466	0.273	0.1088	0.1073
O	19.3824	2.9453	38.0489	-0.1299	0.1581	-0.5569
O	28.8699	-1.2286	28.7153	-0.3547	-0.0641	0.3193
O	21.0581	1.1959	37.0218	0.302	-0.3762	-0.1288
O	18.6667	0.9436	30.3252	0.1709	0.466	-0.0837
O	28.476	13.2069	33.0668	-0.1373	-0.2654	-0.7175
O	18.2827	8.3491	31.0906	-0.0404	-0.5924	-0.2879
O	29.2967	11.8631	35.1868	-0.479	0.1495	0.0117
O	8.2328	5.074	35.155	0.0032	0.0948	0.4327
O	12.1809	11.7718	29.8223	-0.5137	0.1164	-0.32
O	11.2972	1.7939	30.355	0.4696	-0.1825	-0.0622
O	22.8109	7.0456	33.0702	0.0712	0.1059	-0.1242
O	27.5332	0.2199	38.1698	0.1367	0.0339	0.0291
O	7.3257	3.1759	31.0665	-0.3787	0.0977	0.3473
O	5.6425	7.1828	31.1996	0.4359	-0.0588	-0.2008
O	0.6661	12.9674	29.9455	-0.4172	-0.0042	0.6984
O	-1.6212	12.4273	33.1432	-0.3332	0.2184	-0.5126
O	21.263	5.7322	31.3593	0.0823	0.2558	-0.5052
O	0.1502	-0.7046	34.5296	-0.0918	-0.0556	0.3513
O	8.4164	5.5985	30.8675	-0.2645	0.5765	-0.1178
O	18.3888	9.3264	33.5329	-0.5451	0.1807	0.1471
O	1.1102	3.3155	34.8026	0.4598	-0.3524	-0.1826
O	4.1986	13.3543	34.0329	-0.2513	-0.18	0.3533
O	7.7223	12.713	31.592	0.476	0.0079	-0.3449
O	20.5709	10.5749	32.9001	0.298	0.1877	-0.146
O	17.0988	-1.0634	34.4335	-0.1256	0.0715	-0.121
O	27.5819	-1.5719	34.9459	-0.6659	-0.1331	0.2343
O	6.8751	1.3052	32.8648	0.3747	0.2877	0.3745
O	-0.5745	4.6153	30.1997	-0.4232	0.3917	-0.074
O	16.4214	5.5108	35.1359	-0.4483	0.0482	-0.7704
O	21.8989	10.82	30.6589	0.4776	0.3674	-0.2164
O	20.1368	0.3433	28.33	0.4847	-0.3166	0.3944
O	8.7402	-1.6542	33.0514	-0.5275	0.2216	-0.1749
O	12.2422	10.5391	37.2505	0.1364	0.1085	-0.3368
O	13.5303	13.1334	34.0712	0.0158	-0.2106	0.3896
O	27.5474	5.7938	38.0544	-0.0051	-0.1389	-0.524
O	18.2758	2.0975	32.7086	0.0221	0.002	0.1321
O	24.0952	0.0154	32.849	-0.1236	0.5072	-0.1705
O	13.1924	13.5529	31.4987	-0.1301	0.5901	-0.1721
O	14.3881	11.7616	28.3718	0.1461	-0.1204	0.1208
O	26.8253	5.1523	31.0274	0.2934	-0.3251	0.32
O	13.3796	6.4199	30.5566	-0.1753	0.007	-0.159
O	10.9769	8.0993	34.7291	-0.2111	-0.056	0.5461
O	13.7873	0.2463	27.6103	-0.0405	-0.0323	0.3008
O	5.6132	11.2079	38.2154	-0.0805	-0.1975	-0.6344
O	10.8855	-0.1024	32.3571	0.2265	-0.1559	-0.1236
O	6.8041	13.0302	34.0673	0.133	0.4084	0.5946
O	16.7905	10.5691	30.9745	-0.048	0.2768	0.1936
O	24.2369	-1.8276	30.9052	0.2726	-0.6982	0.1196
O	15.8908	8.0371	34.7661	0.2417	-0.2827	-0.3439
O	30.6851	0.4695	28.1819	0.0934	-0.1883	-0.1369
O	15.8693	6.8175	31.1497	-0.0026	0.4794	0.3679
O	19.1997	-1.6261	29.9194	-0.5751	-0.2717	0.104
O	-1.5396	7.9484	30.11	-0.0921	0.4347	0.317
O	11.8528	2.3145	32.7998	0.0161	0.0937	0.3563
O	22.2063	3.0039	35.499	-0.1421	0.4414	0.0129
O	0.9293	7.168	29.5578	0.2377	-0.6072	-0.5665
O	9.5837	-0.7874	29.2967	0.1093	0.2586	0.1366
O	13.0741	-0.9108	35.3058	0.5828	0.0437	-0.3133
O	25.2502	5.9694	33.1854	0.3512	-0.0475	0.409
O	21.6475	2.4564	27.6375	0.0871	-0.0364	0.5045
O	4.8327	1.0589	37.5071	0.2954	-0.0537	-0.2536
O	29.2686	0.3525	35.2744	0.6321	0.0219	0.2258
O	14.2306	2.8578	31.6757	-0.2469	-0.622	-0.1635
O	-1.628	2.0627	37.2306	-0.3357	-0.0254	-0.0898
O	4.212	7.3626	37.262	-0.0734	-0.2033	-0.5288
O	6.8734	7.0768	36.0744	-0.4398	-0.1027	-0.0082
O	19.2905	14.0425	35.2145	0.2393	0.2476	-0.5794
O	8.4987	8.7617	34.9327	0.0015	0.2918	-0.1085
O	9.9575	9.7742	32.9822	-0.2415	-0.0671	-0.7074
O	0.5155	11.0938	32.1815	-0.48	-0.131	-0.2673
O	18.1286	5.6012	30.623	0.0578	0.2649	0.1519
O	3.4956	14.2168	31.6423	-0.4616	0.0474	0.0833
O	21.6898	-1.5009	30.4041	-0.3453	0.4239	0.3013
O	8.2808	0.9639	27.8942	-0.647	0.1865	0.0602
O	5.1953	8.8636	33.1845	0.519	0.3139	-0.1514
O	3.1652	13.3843	29.2633	0.0036	0.0333	-0.2556
O	17.7933	6.6939	32.9714	-0.3163	-0.4155	0.4529
O	25.6743	11.9098	28.8384	-0.3766	0.0584	0.3143
O	-0.1401	8.2994	34.8862	0.227	-0.1003	-0.4489
O	3.107	4.8973	35.1876	0.1162	0.3073	0.4034

Results
total energy: -218731.769 eV
total energy less fixed offsets of O -438.35, Si -107.03 eV per atom: -13.049 eV
